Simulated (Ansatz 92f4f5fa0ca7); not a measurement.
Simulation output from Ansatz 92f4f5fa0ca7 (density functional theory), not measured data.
Periodic cell of 212 atoms, Si132O80, from a study of silicon, its oxide and their interface. The atomic structure is a simulated model.
Doubt: the cutoff is far below the 930 eV that the study's wrapper takes by default for these files, so forces and energies are approximate.
This geometry differs little from another in the collection (a relaxation step or a small displacement).

Settings
functional: PBE
potential files: Ansatz PAW
basis: plane waves
wave-function cutoff: 580 eV
density cutoff ratio: 5
exchange-correlation grid ratio: 1
k mesh: 1 x 1 x 1, Gamma-centred
self-consistency stop: 5e-08 eV per atom in the density residual
occupations: fixed
spin: none
net charge: 0

Cell vectors (angstrom)
a  10.938  0  0
b  0  10.938  0
c  0  0  31.7422

Atoms and the computed forces on them: element, x, y, z (angstrom), force x, y, z (eV/angstrom)
Si  -0.3939  0.3636  24.3477  0.0536  -0.0406  -0.0014
Si  6.1818  -0.5611  24.3273  -0.0433  0.0632  -0.0174
Si  2.1343  3.3205  24.401  0.0287  -0.0449  0.0038
Si  8.6253  2.0915  24.3109  -0.0522  0.0326  0.0006
Si  0.4836  5.0908  24.2485  -0.0364  0.0555  -0.0259
Si  4.7467  6.1188  24.3184  0.0842  -0.0493  -0.0298
Si  3.0452  7.9287  24.468  -0.0682  0.044  -0.0066
Si  7.7652  8.5416  24.311  0.0414  -0.0769  -0.0156
Si  1.2799  1.4624  25.6207  0.003  0.0073  -0.0119
Si  6.931  1.2429  25.7091  -0.0008  0.0024  -0.0134
Si  4.0317  4.1815  25.5345  -0.0119  -0.0013  -0.0199
Si  9.5585  4.0608  25.3914  0.0099  -0.0095  0
Si  1.371  6.7942  25.6556  0.0016  0.0056  -0.0025
Si  6.703  6.8469  25.5398  -0.0116  0.0021  -0.0165
Si  4.2126  9.6362  25.5529  0.0186  0.0025  -0.0065
Si  9.5264  9.5458  25.5687  -0.0069  0.0047  -0.0067
Si  2.7384  0.0428  26.8928  -0.0131  -0.0071  0.0111
Si  8.2591  -0.0746  27.0609  0.0038  -0.0082  0.0145
Si  -0.074  2.7985  26.9802  0.0033  -0.0016  -0.0016
Si  5.4628  2.7437  26.8844  0.0044  0.0032  0.012
Si  2.7367  5.4619  27.0276  0.004  -0.0028  0.0119
Si  8.174  5.4492  26.8359  0.0004  0.007  -0.0003
Si  -0.0159  8.2013  26.9299  0.0033  -0.0003  0.0014
Si  5.4609  8.2299  26.9973  0.0035  0.0088  0.0004
Si  4.1018  1.3673  28.3239  -0.0206  0.185  -0.3995
Si  9.5708  1.3673  28.3239  0.0657  0.1399  0.4732
Si  1.3673  4.1018  28.3239  -0.2473  -0.0057  0.3854
Si  6.8362  4.1018  28.3239  0.039  -0.0455  -0.5814
Si  4.1018  6.8362  28.3239  0.0149  0.1667  0.3909
Si  9.5708  6.8362  28.3239  -0.28  -0.2076  -0.5539
Si  1.3673  9.5708  28.3239  0.1412  0.0967  -0.4888
Si  6.8362  9.5708  28.3239  -0.008  -0.2846  0.7131
Si  0  0  29.6912  0.0731  0.1815  0.0136
Si  5.469  0  29.6912  0.1062  -0.0463  -0.0119
Si  2.7345  2.7345  29.6912  -0.0953  -0.0154  0.0043
Si  8.2035  2.7345  29.6912  -0.0069  -0.1403  0.0113
Si  0  5.469  29.6912  0.066  -0.0791  0.0106
Si  5.469  5.469  29.6912  -0.0037  0.1023  -0.0042
Si  2.7345  8.2035  29.6912  0.0591  -0.0513  0.0217
Si  8.2035  8.2035  29.6912  -0.1842  -0.0366  0.0487
Si  1.3673  1.3673  31.0584  0.0638  -0.0872  0.0264
Si  6.8362  1.3673  31.0584  -0.0504  0.0689  -0.0213
Si  4.1018  4.1018  31.0584  0.0112  -0.0109  -0.0076
Si  9.5708  4.1018  31.0584  -0.0541  0.054  -0.0364
Si  1.3673  6.8362  31.0584  -0.0766  0.0537  -0.0182
Si  6.8362  6.8362  31.0584  0.097  -0.0382  0.031
Si  4.1018  9.5708  31.0584  -0.049  0.0772  -0.0284
Si  9.5708  9.5708  31.0584  0.0282  -0.0624  -0.018
Si  2.7345  0  0.6835  0.0319  -0.0441  0.0205
Si  8.2035  0  0.6835  -0.0376  0.037  -0.0105
Si  0  2.7345  0.6835  -0.0288  0.0377  -0.0062
Si  5.469  2.7345  0.6835  0.0426  -0.0606  0.0356
Si  2.7345  5.469  0.6835  -0.0353  0.0543  -0.0036
Si  8.2035  5.469  0.6835  0.0422  -0.0817  0.0195
Si  0  8.2035  0.6835  0.0531  -0.0195  0.0424
Si  5.469  8.2035  0.6835  -0.0298  0.0076  -0.0051
Si  4.1018  1.3673  2.0507  -0.0327  0.034  -0.0444
Si  9.5708  1.3673  2.0507  -0.021  -0.0966  0.0482
Si  1.3673  4.1018  2.0507  0.0304  -0.0475  0.0335
Si  6.8362  4.1018  2.0507  -0.0233  0.0692  -0.0558
Si  4.1018  6.8362  2.0507  0.0418  -0.0466  0.0336
Si  9.5708  6.8362  2.0507  -0.1009  0.018  -0.078
Si  1.3673  9.5708  2.0507  0.0264  0.15  -0.0682
Si  6.8362  9.5708  2.0507  0.0866  -0.0252  0.0389
Si  0  0  3.418  0.3819  -0.1251  -0.5133
Si  5.469  0  3.418  -0.2225  0.1717  0.5766
Si  2.7345  2.7345  3.418  0.1682  -0.0448  -0.2462
Si  8.2035  2.7345  3.418  -0.3175  -0.0626  0.4056
Si  0  5.469  3.418  0.0355  0.2165  0.4497
Si  5.469  5.469  3.418  0.0282  -0.2239  -0.482
Si  2.7345  8.2035  3.418  0.0664  0.2824  0.5872
Si  8.2035  8.2035  3.418  0.0849  -0.2584  -0.5978
Si  1.3956  1.3448  4.7513  -0.0125  -0.0014  -0.0527
Si  6.7879  1.3892  4.8666  -0.0245  0.0073  -0.0259
Si  4.1388  4.0799  4.7603  0.0001  0.0127  -0.0274
Si  9.5511  4.106  4.8044  -0.0147  -0.0072  -0.0011
Si  1.3898  6.858  4.8514  -0.0116  -0.0127  -0.0191
Si  6.8214  6.8359  4.7196  -0.008  -0.0158  -0.0462
Si  4.0874  9.6089  4.901  -0.0015  0.0076  -0.0135
Si  9.6447  9.4964  4.6909  -0.0001  0.0269  -0.0617
Si  2.6656  0.0775  6.3265  -0.0004  0.0005  0.0036
Si  8.2738  -0.0878  5.9665  -0.0168  -0.0711  0.0852
Si  0.0377  2.7281  6.0738  0.0274  0.0053  0.0677
Si  5.3722  2.7698  6.3326  -0.0316  -0.0311  -0.0511
Si  2.8357  5.4848  6.1306  0.0425  -0.0045  0.0303
Si  8.1338  5.4828  6.1274  -0.0237  -0.0054  0.0199
Si  0.0094  8.233  6.2373  0.0109  0.02  0.0166
Si  5.5433  8.1784  6.1616  -0.0206  -0.0702  0.0575
Si  3.439  1.9875  7.5776  0.0813  -0.0222  0.041
Si  10.0163  0.88  7.1649  -0.1492  0.0801  0.0989
Si  1.7536  3.7866  7.3124  -0.0503  0.0385  -0.0306
Si  6.3515  4.6219  7.4435  0.2781  -0.428  0.1121
Si  4.6475  6.3808  7.4151  -0.0255  0.0123  -0.0386
Si  9.2538  7.0826  7.4166  -0.0216  -0.0716  -0.0137
Si  0.7627  10.1379  7.502  0.0523  -0.0507  0.0217
Si  7.4777  9.0305  7.2491  0.0187  0.1326  -0.0375
O  0.7934  9.9626  9.1857  -0.0111  0.0194  -0.0092
O  1.1958  4.6031  8.6592  -0.0885  -0.0102  0.0463
O  5.2451  -1.398  10.5993  -0.006  -0.0135  0.0032
O  6.9896  9.866  8.607  0.0135  -0.0429  0.0285
O  3.6053  1.6651  9.2155  -0.046  0.0159  -0.036
O  4.5448  6.7085  9.1197  0.0787  -0.0595  0.0403
O  6.4862  5.0293  9.2487  -0.0701  0.2746  0.2303
O  9.8718  6.1727  8.7111  0.0018  -0.0008  0.0184
O  2.4397  2.9281  22.7994  -0.0064  0.0053  0.0131
O  6.2965  10.8623  22.6978  0.0089  -0.0279  0.0258
O  7.6805  2.279  22.9189  0.0093  -0.0044  0.0068
O  0.3451  5.6144  22.6703  0.0158  -0.0249  0.0363
O  2.3165  8.6334  23.1156  0.0099  -0.0131  0.0063
O  8.1729  8.0286  22.7762  -0.0103  0.0235  0.0253
O  4.8999  5.8013  22.7073  -0.0209  0.016  0.0286
O  11.308  10.5884  23.0169  -0.0005  0.0036  0.0044
Si  0.331  3.6736  14.915  0.0076  0.0007  0.0049
Si  6.8573  11.2026  14.0561  -0.0106  0.0017  -0.0024
Si  3.9864  2.0879  10.7446  0.1248  0.0544  0.017
Si  3.3915  1.7143  22.2862  -0.0155  -0.0002  -0.0257
Si  1.8773  10.1062  22.5672  -0.0024  0.0049  -0.0194
Si  4.7815  10.2216  12.0107  -0.0014  0.0096  -0.0025
Si  13.3537  11.2012  19.8694  -0.0066  -0.0001  -0.0273
Si  6.3769  13.458  17.0155  0.0041  0.0073  0.0107
Si  9.6878  3.4305  19.6842  -0.0083  -0.0122  -0.0049
Si  2.7321  17.5664  19.4006  0.0066  -0.0004  -0.0126
Si  -1.4653  13.3055  16.9109  0.0025  -0.0003  0.0075
Si  1.5833  8.6231  15.6318  0.007  0.0066  0.0032
Si  1.06  6.2886  12.1687  0.0187  0.0178  -0.0017
Si  10.4245  11.5891  19.058  0.0075  0.0008  0.0025
Si  9.5362  6.0827  13.993  0.0209  -0.0018  0.0118
Si  5.4319  14.1305  14.352  -0.0054  -0.0282  -0.0059
Si  11.0057  5.8718  21.0782  0.0096  -0.0088  -0.019
Si  6.3956  12.4368  22.2425  0.0159  0.0048  -0.016
Si  -1.0304  2.0361  9.9938  0.04  -0.0994  -0.1015
Si  5.3527  5.7427  21.1575  -0.0028  -0.0025  -0.0069
Si  5.8814  6.4178  10.0266  -0.0582  0.1058  0.0002
Si  7.0036  16.0646  12.4436  0.0278  -0.0139  0.0948
Si  2.5606  14.5947  12.9327  0.0086  -0.0101  -0.0058
Si  11.5177  10.7288  10.6296  -0.0047  -0.0322  0.0208
Si  8.7936  11.0029  11.8175  -0.0103  -0.0669  0.0237
Si  13.1063  9.0613  12.576  0.012  -0.0137  0.0027
Si  6.7027  3.2573  20.0053  0.0107  0.0168  -0.0095
Si  8.568  9.2554  18.8464  0.0093  0.0076  -0.0028
Si  8.1337  7.4251  21.2586  -0.0097  0.0084  -0.0229
Si  6.7795  3.4758  10.0693  -0.4171  0.3261  0.1425
Si  6.7576  -1.6739  10.0836  -0.0002  0.0596  -0.0038
Si  6.2998  10.467  17.0265  -0.0043  -0.0009  -0.0024
Si  -0.1553  5.0324  9.4719  0.0709  -0.0014  0.0403
Si  -0.944  7.5497  16.6402  0.0047  0.0059  0.0049
Si  1.4668  5.8632  16.8048  0.0057  0.006  0.0061
Si  3.5729  9.3563  17.8134  -0.004  -0.0011  0.0035
O  8.3602  11.2124  13.3843  0.0076  0.0068  -0.0146
O  7.77  -0.968  11.1058  -0.0312  -0.0275  -0.0269
O  10.2187  10.2671  11.5256  0.0152  0.0151  -0.0116
O  2.4127  5.6215  18.1239  -0.004  0.001  -0.0021
O  9.5909  6.7112  20.9551  -0.0041  0.0066  0.0129
O  4.9274  2.1146  22.6768  -0.0012  0.0033  0.0081
O  9.7349  3.5345  18.0416  0.0007  0.0004  -0.0036
O  -4.0118  10.4642  15.5105  0.0016  -0.0033  0.0043
O  3.0708  8.0727  18.6956  0.0027  -0.0005  0.0003
O  0.4575  12.3585  10.4082  -0.0045  0.0291  -0.0149
O  6.7932  17.4442  21.0341  0.0068  0.0088  0.0113
O  6.146  1.7452  14.0496  -0.001  0.0097  0.0133
O  1.387  6.6064  20.3809  -0.0108  0.003  0.0104
O  3.4995  10.639  18.8117  -0.0044  0.0043  0.0088
O  9.1894  17.8987  15.333  -0.0043  -0.0071  -0.0112
O  6.9669  -3.304  9.9435  0.0016  -0.066  -0.0007
O  14.0651  12.4339  20.6853  0.0106  0.0083  0.0173
O  13.7449  13.9149  11.463  0.035  -0.0254  -0.0048
O  -0.9821  3.6429  9.7625  0.0092  -0.0525  0.0139
O  5.9629  -0.6717  13.1003  0.0009  -0.0009  -0.0006
O  10.8372  17.6586  13.2435  -0.0057  -0.0052  -0.0079
O  4.0955  6.2528  20.2292  0.0099  -0.0011  0.0076
O  -3.0243  13.3538  16.4263  0.0024  0.0027  0.0001
O  2.0537  7.0485  15.8142  -0.0025  -0.0043  -0.0013
O  5.8426  5.9907  11.6072  0.0208  -0.0236  -0.0374
O  4.2403  0.7779  11.6767  -0.0133  0.0518  -0.0301
O  6.5706  1.7388  20.6296  -0.0055  -0.0098  0.0151
O  8.2159  16.9943  13.0263  -0.0292  -0.0132  -0.014
O  1.1083  11.6493  19.0202  0.0056  -0.0014  0.0043
O  -0.0244  17.2941  17.295  -0.0028  -0.0013  -0.0059
O  7.6173  4.0486  11.3697  -0.0573  0.0037  -0.1073
O  5.4581  14.3111  15.9747  0.0018  0.0001  -0.0083
O  2.9734  11.2477  23.061  0.0082  0.0031  0.0101
O  10.7915  4.4251  20.3342  0.0067  0.0052  0.0035
O  8.9799  8.0872  17.7786  -0.0049  -0.001  0.0034
O  7.9099  8.6066  20.1704  0.0049  -0.0041  0.0109
O  12.7365  18.6217  11.7924  -0.0103  -0.0039  0.0091
O  6.3681  3.299  18.4264  0.0047  -0.0053  -0.0005
O  1.3271  15.4336  15.9301  -0.0011  -0.0016  -0.0028
O  2.2009  16.1896  12.7407  -0.0122  0.0082  -0.0071
O  7.4666  10.2  18.1218  0.0041  -0.0052  0.0017
O  5.6193  4.1945  20.7531  -0.0004  -0.0082  0.0046
O  2.5892  9.55  16.5194  -0.0051  -0.0041  -0.0086
O  -5.2118  11.98  17.2446  0.0016  -0.002  -0.0009
O  9.4632  1.1695  8.6945  0.1169  0.1346  -0.0049
O  10.9874  8.7704  16.1878  0.0066  -0.0097  0.0001
O  10.5222  13.3998  15.6833  0.0007  0.0008  -0.0071
O  3.8967  14.2909  13.828  0.0008  0.007  0.0009
O  -0.9814  1.8532  20.0837  0.0005  -0.0006  -0.003
O  7.2474  2.8048  8.735  0.0843  -0.1004  -0.3469
O  9.8072  11.8672  17.5802  -0.0014  0.0003  -0.0042
O  -1.0882  10.1122  19.4191  -0.0065  0.0005  -0.0014
O  1.2486  13.9804  13.7138  -0.0034  -0.001  -0.0022
O  12.8793  10.0518  20.9383  -0.0064  -0.0082  0.0239
O  10.0078  15.5073  14.3771  -0.0091  0.0072  -0.0061
O  1.5613  9.1065  14.0829  -0.0083  0.003  0.0004
O  0.3096  5.6533  10.8911  -0.0232  -0.0394  -0.0926
O  8.2105  3.844  20.2335  -0.0032  -0.0036  -0.0041
O  3.7675  9.1875  12.7248  -0.005  -0.0002  0.0017
O  -5.8235  9.3498  17.2462  0.0057  -0.0009  -0.0059
O  5.3522  2.9913  10.7254  0.0626  -0.0058  -0.0213
O  1.7919  10.3326  11.6276  -0.0201  0.0136  -0.0148
O  6.305  4.3968  13.7012  0.017  0.0226  -0.0263
O  8.8433  1.5752  11.1662  0.0292  0.0604  -0.0737

Results
free energy: -129408.394 eV
free energy less fixed offsets of O -568.88, Si -635.61 eV per atom: 2.526 eV

The program warned: the cutoff lies below the one the program advises for these potential files; the forces do not sum to zero within the program's tolerance; the exchange-correlation potential is rough where the density is thin.
